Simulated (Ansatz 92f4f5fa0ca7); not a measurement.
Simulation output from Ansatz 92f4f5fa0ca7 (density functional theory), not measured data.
Periodic cell of 223 atoms, Si132O90As1, from a study of silicon, its oxide and their interface. The atomic structure is a simulated model.
Doubt: the cutoff is far below the 930 eV that the study's wrapper takes by default for these files, so forces and energies are approximate.

Settings: functional PBE; potential files Ansatz PAW; basis plane waves; wave-function cutoff 580 eV; density cutoff ratio 5; exchange-correlation grid ratio 1; k mesh 1 x 1 x 1, Gamma-centred; self-consistency stop 5e-08 eV per atom in the density residual; occupations fixed; spin none; net charge +1 e, with a uniform compensating background and no finite-size correction.

Cell vectors (angstrom)
a	10.938	0	0
b	0	10.938	0
c	0	0	32.1988

Atoms and the computed forces on them: element, x, y, z (angstrom), force x, y, z (eV/angstrom)
Si	10.588	0.2279	24.8581	0.0687	-0.0713	-0.2653
Si	5.7377	10.6755	24.7346	-0.035	0.0526	-0.2557
Si	2.4794	2.9156	24.6377	0.0558	-0.0655	-0.2922
Si	8.4296	2.4616	24.8193	-0.0739	0.04	-0.3065
Si	0.2762	5.163	24.747	-0.0603	0.0544	-0.266
Si	5.1514	5.7457	24.6867	0.0312	-0.0613	-0.2978
Si	2.935	8.0056	24.5896	-0.031	0.0429	-0.2905
Si	7.9386	8.432	24.7272	0.04	-0.0343	-0.3234
Si	1.3275	1.3833	26.0331	-0.0003	0.0148	0.001
Si	6.8432	1.3103	26.1105	0.005	-0.0205	0.0406
Si	4.0438	4.1038	25.9845	-0.0064	0.0088	0.027
Si	9.612	4.0557	26.0811	0.0156	0.0033	0.0079
Si	1.3982	6.8229	25.9924	0.0168	0.003	0.0338
Si	6.7712	6.8502	26.0154	-0.0374	-0.0133	0.0135
Si	4.1013	9.5351	25.9929	-0.0018	0.007	0.0068
Si	9.4677	9.5614	26.1309	0.0025	0.0627	0.0549
Si	2.7282	-0.0048	27.3409	0.0381	0.0013	-0.0773
Si	8.1862	-0.0093	27.5417	-0.055	-0.0154	0.0569
Si	0.0165	2.7198	27.4841	0.0168	0.0346	0.0868
Si	5.44	2.7451	27.3609	-0.0064	-0.0491	-0.0682
Si	2.7305	5.466	27.4232	-0.0327	0	0.0262
Si	8.1688	5.4608	27.3455	0.041	-0.0241	-0.1072
Si	0.0071	8.2014	27.3657	0.0173	-0.057	-0.1214
Si	5.4325	8.1791	27.4375	-0.0177	0.0191	0.0074
Si	4.085	1.3606	28.7343	0.0049	0.0175	0.0603
Si	9.5831	1.3685	28.8558	-0.0104	-0.0515	-0.1513
Si	1.3734	4.1135	28.8191	0.0074	-0.0834	-0.1158
Si	6.8288	4.0931	28.7332	-0.0181	0.0193	0.0656
Si	4.0864	6.8186	28.8086	0.0431	-0.011	-0.0757
Si	9.6098	6.7696	28.6977	-0.0577	0.0676	0.0626
Si	1.3816	9.5654	28.7297	-0.0663	0.0354	0.0664
Si	6.7522	9.5805	28.8166	0.1105	0.0022	-0.0917
Si	0.028	-0.0194	30.1452	0.0621	-0.004	0.0332
Si	5.4271	0.0125	30.1791	-0.0702	0.0688	0.0055
Si	2.7434	2.7243	30.1528	-0.0016	-0.0155	0.0072
Si	8.1884	2.7486	30.141	-0.0167	0.0198	0.0104
Si	-0.0094	5.4584	30.1663	-0.0027	0.0039	-0.008
Si	5.4731	5.4481	30.1324	-0.0001	-0.0295	0.0247
Si	2.7211	8.2093	30.1296	0.0042	0.0205	-0.0036
As	8.2157	8.1698	30.1563	-0.0379	0.0178	0.0325
Si	1.3756	1.3569	31.5339	0.0298	0.0122	0.0374
Si	6.8244	1.3887	31.4997	-0.0212	-0.0413	0.0148
Si	4.1141	4.0916	31.5231	-0.0186	-0.0278	0.0275
Si	9.5581	4.0903	31.5177	0.023	0.0384	0.0448
Si	1.364	6.8494	31.4885	-0.0584	-0.0242	0.0141
Si	6.7992	6.7768	31.5796	0.0752	0.0375	0.006
Si	4.065	9.5701	31.5217	0.0431	0.0123	0.0461
Si	9.6207	9.5954	31.5711	-0.0421	-0.0528	-0.0294
Si	2.7388	-0.0024	0.7206	-0.0514	0.008	0.0143
Si	8.1742	0.0145	0.6705	0.0145	0.0188	-0.0231
Si	-0.0048	2.7339	0.6939	0.002	-0.0409	-0.002
Si	5.4805	2.7292	0.7008	-0.007	0.0377	0.0016
Si	2.7296	5.4917	0.6543	0.0519	-0.0121	-0.0332
Si	8.2334	5.4474	0.7222	-0.0241	-0.0004	0.0278
Si	0.019	8.1668	0.703	-0.0014	0.0197	0.0122
Si	5.4573	8.2293	0.6981	-0.0144	-0.0081	-0.0008
Si	4.1298	1.3633	2.0749	0.0355	-0.0188	-0.006
Si	9.5568	1.35	2.0504	0.0428	0.0172	0.0246
Si	1.3753	4.1367	2.0239	-0.0487	0.0126	-0.0304
Si	6.8454	4.0847	2.0785	-0.0057	-0.0582	0.0311
Si	4.0992	6.828	2.0505	0.0007	-0.0147	0.0292
Si	9.5809	6.8374	2.0827	0.0343	-0.0359	-0.036
Si	1.3756	9.5444	2.0679	0.0672	-0.0052	0.0203
Si	6.831	9.6001	2.0599	-0.0604	0.0379	-0.0347
Si	-0.0196	-0.0427	3.3882	0.058	0.1108	0.0911
Si	5.4942	0.014	3.4907	-0.0632	-0.0063	-0.0761
Si	2.7752	2.8008	3.3537	-0.0701	-0.1393	0.1475
Si	8.1849	2.684	3.4634	0.0648	0.0955	-0.0692
Si	0.0299	5.4753	3.4431	-0.0381	-0.0283	0.0022
Si	5.4711	5.4638	3.4122	0.03	0.0362	0.0393
Si	2.7716	8.2029	3.4615	-0.0584	0.0025	-0.0789
Si	8.2001	8.2343	3.3835	0.0185	-0.0621	0.1144
Si	1.3897	1.3936	4.6316	-0.0043	0.0119	-0.104
Si	6.8436	1.3492	4.9166	-0.0052	-0.006	0.0936
Si	4.149	4.0844	4.8104	0.0224	0.0261	-0.035
Si	9.5756	4.0814	4.7642	0.0054	-0.0214	0.035
Si	1.4118	6.8298	4.8274	0.029	0.0098	0.0419
Si	6.8193	6.8882	4.7348	-0.017	0.0082	-0.0203
Si	4.1332	9.5763	4.8507	0.0157	0.0205	0.088
Si	9.5511	9.5516	4.7982	-0.0078	-0.003	-0.0234
Si	2.7409	0.1113	6.0638	0.013	0.0409	-0.0664
Si	8.2066	-0.0591	6.2699	-0.003	-0.015	0.0067
Si	0.0285	2.6742	6.0481	0.0061	-0.0261	-0.0493
Si	5.4713	2.7277	6.2943	-0.018	-0.0097	-0.005
Si	2.8144	5.4776	6.1851	0.0009	0.0089	0.0011
Si	8.1719	5.4805	6.045	0.0009	-0.008	-0.071
Si	0.0088	8.1893	6.1576	-0.0034	-0.0137	-0.0059
Si	5.5248	8.225	6.2416	0.0082	-0.0093	-0.0619
Si	3.8312	1.5757	7.6052	0.0338	-0.0693	0.2969
Si	9.8397	1.1397	7.4551	-0.0284	0.0846	0.26
Si	1.6306	3.8007	7.3151	-0.0821	0.0183	0.2196
Si	6.6475	4.4162	7.4809	0.0562	0.0106	0.2708
Si	4.4034	6.6335	7.5502	-0.0132	0.0364	0.248
Si	9.362	6.9517	7.4076	0.0168	-0.0478	0.2388
Si	1.1376	9.9195	7.2975	0.0508	-0.0092	0.2367
Si	7.1582	9.2322	7.6718	-0.0505	0.0193	0.3385
O	8.3055	8.0881	7.9208	0.0256	-0.007	-0.1311
O	2.7133	2.7384	7.9657	0.024	-0.0112	-0.1319
O	9.5162	1.3416	24.2494	-0.0028	0.0375	0.1716
O	4.0553	6.8654	24.1175	-0.0218	0.0116	0.1516
O	0.0285	0.0271	7.967	0.0031	-0.0209	-0.1337
O	5.5268	5.5133	8.0355	-0.0034	-0.0206	-0.1229
O	6.8511	9.5665	24.1927	-0.0066	-0.0006	0.1277
O	1.3722	4.0591	24.1567	-0.0186	0.0115	0.1395
O	3.8586	7.3836	8.9404	0.0853	-0.0766	-0.24
O	0.8044	4.3755	8.6012	0.075	-0.0942	-0.2422
O	9.8077	6.1747	8.8013	-0.0891	0.0732	-0.2292
O	2.116	9.383	8.5008	-0.0916	0.1209	-0.2663
O	7.5029	3.9287	8.8072	-0.0867	0.1088	-0.2751
O	4.2679	0.9225	9.0699	-0.1005	0.0456	-0.3331
O	6.7268	9.5626	9.2261	0.0506	-0.0204	-0.4273
O	9.2062	1.8616	8.7968	0.1044	-0.0919	-0.258
O	7.7156	3.1595	23.5162	0.1304	-0.1199	0.321
O	10.4962	5.8394	23.4386	0.114	-0.1247	0.3044
O	5.089	0.4286	23.3958	0.1072	-0.1424	0.3157
O	5.8544	5.0862	23.3538	-0.0962	0.1348	0.3053
O	3.1093	2.2064	23.2749	-0.1235	0.1001	0.295
O	2.3017	8.7128	23.2155	0.1394	-0.1049	0.3155
O	8.6154	7.746	23.3899	-0.1207	0.0963	0.2895
O	0.2548	10.3401	23.5926	-0.112	0.1269	0.3055
Si	4.392	1.5684	22.4668	-0.0172	-0.0248	-0.525
Si	3.4872	7.929	14.0305	0.0109	-0.0032	0.126
Si	7.1145	0.9582	14.6624	-0.0302	-0.0129	0.0807
Si	0.9485	9.354	22.5197	-0.0322	0.0646	-0.5196
Si	1.1771	4.3082	11.8794	0.0423	-0.0763	0.2511
Si	6.264	8.9642	15.3156	-0.0036	-0.0005	0.0009
Si	0.6755	1.3669	12.2969	0.0035	-0.0041	0.1602
Si	8.6255	4.9524	20.5083	0.0675	-0.0797	-0.4154
Si	0.3208	5.7135	9.3616	0.0545	0.0005	0.3973
Si	5.1005	3.1238	17.9392	0.0251	0.0376	-0.1218
Si	0.882	3.745	16.7456	0.0363	0.0062	-0.0686
Si	10.4002	2.8461	19.2267	0.0116	-0.0125	-0.2463
Si	5.2782	1.1824	10.3495	0.0212	0.052	0.389
Si	0.8852	0.1759	19.8441	-0.0771	0.0949	-0.3398
Si	6.6418	9.4621	10.8643	0.044	-0.0634	0.4108
Si	9.3371	9.678	18.3221	-0.0401	-0.0351	-0.1448
Si	9.3879	9.2464	12.5684	0.0338	-0.0302	0.1842
Si	6.573	3.8445	22.5838	0.0132	-0.011	-0.4823
Si	2.4381	8.0681	9.3813	-0.0429	-0.0048	0.4138
Si	10.5884	7.3678	17.0754	0.034	-0.0137	-0.0654
Si	2.5098	6.291	16.5787	-0.0053	-0.0028	-0.0167
Si	10.1748	4.4904	14.1877	-0.0209	0.0246	0.0911
Si	6.1373	9.1865	18.5122	0.0272	-0.037	-0.1302
Si	7.9663	2.5746	9.5798	-0.0284	-0.0548	0.4175
Si	8.8776	2.1448	12.4511	0.0335	-0.0482	0.2514
Si	5.3378	6.246	18.0647	-0.0362	0.0056	-0.1029
Si	3.9218	0.5591	19.4651	0.0467	-0.0255	-0.3586
Si	4.2736	3.84	12.0479	-0.0157	0.0551	0.2129
Si	5.5407	6.6025	12.1358	-0.0081	-0.0421	0.2057
Si	8.0114	2.5043	17.2159	-0.0198	-0.002	-0.0817
Si	4.3567	2.4812	14.9643	-0.0051	-0.0376	0.0523
Si	1.5367	1.2125	15.2576	0.0195	-0.0175	0.0411
Si	1.5683	9.4124	12.0451	-0.058	0.0657	0.2566
Si	8.0489	6.8509	13.8635	0.0075	-0.0015	0.0968
Si	10.3784	9.836	15.4848	0.0315	-0.0095	0.0256
Si	9.8077	7.011	22.5492	-0.0097	-0.02	-0.4746
Si	8.108	5.4844	17.406	-0.0029	0.0183	-0.1662
O	6.0441	7.9606	11.2902	0.0259	0.0959	-0.1384
O	6.0194	9.206	16.8944	-0.0029	0.0055	0.0587
O	7.6772	1.3637	13.1927	0.0272	0.0256	-0.0977
O	0.8921	1.7476	13.8667	-0.0172	0.0034	-0.0914
O	9.4266	6.256	16.8779	-0.0209	-0.0111	0.0333
O	6.7589	6.2018	13.1334	-0.0449	0.0055	-0.0771
O	5.1311	4.6611	18.607	0.0041	-0.0152	0.0552
O	9.2277	2.1575	18.2709	0.0442	0.0094	0.0869
O	2.3663	0.0986	19.0763	-0.0202	-0.0064	0.1076
O	9.4066	10.2312	16.7618	-0.0073	0.0014	0.0503
O	2.785	4.4358	11.7079	-0.0186	0.0113	-0.075
O	5.0648	10.3245	19.1023	-0.058	0.0593	0.0916
O	9.4233	3.2395	13.496	-0.0189	-0.035	-0.0774
O	0.4555	1.7646	19.956	0.0274	-0.0361	0.1027
O	3.1508	1.3626	15.0647	-0.0002	0.0096	-0.0152
O	8.166	5.3757	19.0192	0.027	-0.0231	0.2331
O	3.8911	6.5992	17.3911	0.0282	0.0002	0.0292
O	4.5757	3.2839	16.3832	0.0046	-0.0018	0.0342
O	9.0609	5.6668	14.3106	0.0019	0.0001	-0.0247
O	5.4591	2.7517	22.1337	0.0134	0.0168	0.1619
O	10.6727	4.1487	15.6847	-0.0076	0.0006	-0.017
O	0.3391	3.8684	18.2807	-0.0376	-0.0223	0.1003
O	10.4253	10.5164	19.2123	0.0873	0.0312	0.1179
O	9.6401	10.0252	14.0267	-0.0168	-0.0047	-0.0797
O	10.9018	8.1261	22.0956	0.0038	-0.012	0.1547
O	1.1884	2.1611	16.5301	-0.0067	0.0051	0.017
O	9.7295	3.7477	20.4151	-0.0613	0.0763	0.1542
O	8.1317	4.0327	16.6776	0.0035	0.0043	0.0348
O	-0.0438	9.1032	11.9055	0.0348	-0.0073	-0.0799
O	6.584	2.4181	18.0055	-0.0139	-0.0015	0.0442
O	5.578	10.7178	11.1983	-0.0086	0.0344	-0.1306
O	7.7483	9.5935	18.8418	0.0001	0.0062	0.0529
O	10.0266	1.0236	12.0607	-0.017	0.0061	-0.0686
O	1.309	6.9576	9.0666	-0.0031	0.0054	-0.1458
O	0.6224	4.7646	13.3499	0.0361	-0.0014	-0.104
O	5.7049	7.6245	18.9795	0.0066	0.0165	0.06
O	5.2328	5.0866	11.518	0.003	-0.0186	-0.083
O	2.7123	6.9836	15.117	0.0086	0.0127	-0.0332
O	0.9097	2.7429	11.466	-0.0001	0.0368	-0.0888
O	0.8581	10.685	15.5478	-0.0061	0.0025	-0.0102
O	2.4027	8.584	10.9161	0.0581	-0.0808	-0.2701
O	4.6936	2.4321	11.2706	0.0437	-0.12	-0.1609
O	4.2472	3.5106	13.6778	0.002	0.0284	-0.1149
O	2.1998	4.6818	16.4881	-0.0069	-0.0091	0.0095
O	10.7035	8.2491	15.696	-0.0092	0.0053	0.003
O	6.9246	10.2908	14.6652	0.0092	0.0098	-0.0207
O	2.3386	8.9524	13.4277	-0.033	0.0224	-0.1017
O	8.0288	1.5218	15.906	0.0056	0.0051	0.0046
O	4.1258	6.9958	12.8559	0.0343	-0.0192	-0.0887
O	4.1762	2.0121	18.7213	-0.0345	-0.0712	0.1116
O	7.2894	4.4228	21.2577	-0.122	-0.0635	0.2679
O	8.4103	2.9288	11.1042	-0.0506	0.0263	-0.2622
O	1.1776	6.8635	17.3588	-0.0123	0.0066	0.0207
O	5.6495	1.5749	14.755	0.0123	0.0025	-0.0208
O	8.1278	9.7568	11.5878	-0.1021	0.0162	-0.1418
O	9.2096	6.287	21.2285	0.0625	0.1299	0.2599
O	8.9575	7.7148	12.8525	0.0114	0.0353	-0.0681
O	1.6505	0.119	11.8815	0.0183	-0.0231	-0.074
O	6.6433	6.1495	17.061	0.008	-0.005	0.038
O	7.3946	7.8014	15.0363	0.0086	-0.0134	-0.023
O	1.2119	10.2922	21.2202	0.0128	-0.1525	0.3407
O	10.0297	8.1998	18.3539	-0.0101	0.023	0.064
O	3.9485	0.8525	21.0779	0.0382	0.0847	0.3714
O	0.3321	5.3321	10.9296	-0.0462	0.0801	-0.2401
O	6.6966	1.5715	9.6437	0.0425	0.0264	-0.1522
O	4.7745	8.7053	14.6832	-0.0107	-0.0064	-0.0284

Results
free energy: -139961.390 eV
free energy less fixed offsets of As -4856.12, O -568.88, Si -635.61 eV per atom: -5.550 eV

The program warned: the cutoff lies below the one the program advises for these potential files; the exchange-correlation potential is rough where the density is thin.
